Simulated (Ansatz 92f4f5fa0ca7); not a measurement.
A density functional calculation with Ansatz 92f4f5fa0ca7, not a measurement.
Periodic cell of 224 atoms, Si133O90H1, from a study of silicon, its oxide and their interface. The atomic structure is a simulated model.
Doubt: the cutoff is far below the 930 eV that the study's wrapper takes by default for these files, so forces and energies are approximate.
This geometry differs little from another in the collection (a relaxation step or a small displacement).

Settings: functional PBE; potential files Ansatz PAW; basis plane waves; wave-function cutoff 580 eV; density cutoff ratio 5; exchange-correlation grid ratio 1; k mesh 1 x 1 x 1, Gamma-centred; self-consistency stop 5e-08 eV per atom in the density residual; occupations fixed; spin none; net charge +1 e, with a uniform compensating background and no finite-size correction.

Cell vectors (angstrom)
a, 10.938, 0, 0
b, 0, 10.938, 0
c, 0, 0, 32.3501

Atoms and the computed forces on them: element, x, y, z (angstrom), force x, y, z (eV/angstrom)
Si, 0.4663, -0.5532, 24.7851, -0.0177, 0.0085, -0.0357
Si, 5.5716, -0.2769, 24.9385, -0.0659, 0.0569, 0.0768
Si, 2.5852, 2.9398, 24.9664, 0.0096, -0.0095, -0.0059
Si, 8.0656, 2.9591, 24.6895, 0.0113, -0.0264, 0.0563
Si, 0.3526, 5.2277, 24.8533, -0.0217, 0.0189, 0.0476
Si, 4.8569, 6.0147, 24.8473, -0.0387, 0.0104, -0.0087
Si, 2.7179, 8.233, 25.3318, 0.0288, -0.0299, 0.1625
Si, 7.9573, 8.5516, 24.7467, 0.0629, -0.0361, 0.0258
Si, 1.3755, 1.2684, 26.1094, 0.0093, 0.0179, 0.0365
Si, 6.7935, 1.4477, 26.0551, 0.0034, -0.0145, 0.0045
Si, 4.0749, 4.219, 26.2308, -0.0185, 0.0043, 0.0225
Si, 9.5631, 4.128, 26.1031, 0.0316, 0.0029, 0.0166
Si, 1.2811, 6.778, 26.3728, 0.0098, -0.0124, 0.0023
Si, 6.7798, 6.884, 26.0255, 0.008, 0.0245, 0.0263
Si, 4.1766, 9.5987, 26.4785, -0.0148, -0.0027, 0.005
Si, 9.5926, 9.5776, 26.1191, -0.0398, 0.0082, 0.0222
Si, 2.7179, 0.0513, 27.6258, 0.0009, -0.021, -0.0124
Si, 8.2023, 0.0621, 27.4857, 0.0007, -0.0012, -0.0153
Si, -0.0139, 2.6966, 27.4962, -0.0178, 0.0226, -0.0285
Si, 5.4616, 2.774, 27.5253, 0.0032, -0.0066, -0.0027
Si, 2.7118, 5.4656, 27.6604, 0.0294, 0.022, -0.0226
Si, 8.174, 5.502, 27.4758, -0.0019, -0.0053, -0.0099
Si, -0.0812, 8.2205, 27.5984, 0.014, 0.004, -0.0077
Si, 5.5466, 8.1447, 27.6302, -0.0116, 0.0004, -0.0016
Si, 4.1018, 1.3673, 28.9318, 0.1001, 0.5444, 0.1446
Si, 9.5708, 1.3673, 28.9318, -0.0747, 0.0799, -0.2236
Si, 1.3673, 4.1018, 28.9318, -0.331, -0.5736, 0.1367
Si, 6.8362, 4.1018, 28.9318, 0.1269, 0.1641, -0.3592
Si, 4.1018, 6.8362, 28.9318, 0.1602, -0.0737, 0.4738
Si, 9.5708, 6.8362, 28.9318, -0.6056, -0.105, 0.0578
Si, 1.3673, 9.5708, 28.9318, -0.1902, 0.0059, 0.071
Si, 6.8362, 9.5708, 28.9318, 0.5145, 0.2218, -0.0661
Si, 0, 0, 30.2991, -0.02, -0.0627, 0.0018
Si, 5.469, 0, 30.2991, 0.0552, 0.0278, -0.0685
Si, 2.7345, 2.7345, 30.2991, 0.0111, 0.0125, 0.0479
Si, 8.2035, 2.7345, 30.2991, 0.0745, 0.0153, -0.0483
Si, 0, 5.469, 30.2991, -0.0805, -0.152, -0.0549
Si, 5.469, 5.469, 30.2991, -0.0876, 0.0051, 0.0327
Si, 2.7345, 8.2035, 30.2991, 0.0816, -0.0137, -0.0228
Si, 8.2035, 8.2035, 30.2991, 0.0638, 0.0605, 0.0518
Si, 1.3673, 1.3673, 31.6663, 0.0477, 0.0122, -0.0274
Si, 6.8362, 1.3673, 31.6663, -0.0537, -0.0111, -0.0273
Si, 4.1018, 4.1018, 31.6663, -0.005, -0.0105, -0.0033
Si, 9.5708, 4.1018, 31.6663, -0.0074, 0.0721, 0.0018
Si, 1.3673, 6.8362, 31.6663, 0.0117, 0.0188, -0.0411
Si, 6.8362, 6.8362, 31.6663, -0.0289, 0.023, -0.0273
Si, 4.1018, 9.5708, 31.6663, -0.0613, 0.0319, -0.0218
Si, 9.5708, 9.5708, 31.6663, 0.0082, -0.0365, -0.0062
Si, 2.7345, 0, 0.6835, 0.0339, -0.0229, 0.0183
Si, 8.2035, 0, 0.6835, 0.0082, -0.0061, -0.0043
Si, 0, 2.7345, 0.6835, 0.0084, -0.0271, 0.0225
Si, 5.469, 2.7345, 0.6835, 0.0066, 0.0082, 0.0263
Si, 2.7345, 5.469, 0.6835, 0.0114, 0.0119, 0.009
Si, 8.2035, 5.469, 0.6835, 0.023, -0.0335, 0.0114
Si, 0, 8.2035, 0.6835, 0.0092, 0.0213, 0.0279
Si, 5.469, 8.2035, 0.6835, -0.015, -0.048, 0.027
Si, 4.1018, 1.3673, 2.0507, -0.1139, -0.0492, -0.0212
Si, 9.5708, 1.3673, 2.0507, -0.0213, -0.0279, 0.017
Si, 1.3673, 4.1018, 2.0507, 0.0507, 0.0643, 0.0159
Si, 6.8362, 4.1018, 2.0507, -0.0888, 0.0368, -0.0408
Si, 4.1018, 6.8362, 2.0507, -0.0142, -0.0174, 0.0421
Si, 9.5708, 6.8362, 2.0507, -0.0554, -0.0232, -0.0139
Si, 1.3673, 9.5708, 2.0507, 0.0274, -0.0454, -0.0003
Si, 6.8362, 9.5708, 2.0507, 0.0751, 0.1438, 0.0232
Si, 0, 0, 3.418, -0.2099, -0.1417, -0.2397
Si, 5.469, 0, 3.418, 0.3426, 0.2383, 0.0929
Si, 2.7345, 2.7345, 3.418, 0.1591, -0.0842, -0.3069
Si, 8.2035, 2.7345, 3.418, -0.0627, 0.0139, 0.3969
Si, 0, 5.469, 3.418, -0.2898, -0.1088, 0.1825
Si, 5.469, 5.469, 3.418, 0.2168, -0.2025, -0.4644
Si, 2.7345, 8.2035, 3.418, -0.2085, 0.0672, -0.1285
Si, 8.2035, 8.2035, 3.418, 0.1675, -0.1232, 0.0326
Si, 1.2884, 1.4197, 4.7333, 0.0753, 0.0085, 0.0502
Si, 6.8643, 1.3623, 4.8661, -0.0075, -0.0266, -0.0046
Si, 4.1811, 4.0391, 4.7358, -0.0222, -0.0308, -0.0076
Si, 9.5427, 4.1065, 4.8489, 0.017, 0.0015, -0.0016
Si, 1.3584, 6.8352, 4.774, -0.0397, -0.0131, 0.0133
Si, 6.8525, 6.7932, 4.7563, 0.0175, 0.0186, 0.0406
Si, 4.127, 9.553, 4.7373, 0.0108, 0.0224, 0.0222
Si, 9.5852, 9.5724, 4.8097, -0.0292, -0.0098, -0.001
Si, 2.8596, 0.1647, 5.9684, -0.2445, -0.2887, 0.0437
Si, 8.1842, -0.0897, 6.2569, -0.0194, 0.027, -0.0699
Si, -0.0824, 2.668, 6.2236, -0.0412, 0.0075, -0.0403
Si, 5.5603, 2.8097, 6.2672, 0.0686, 0.0532, -0.0249
Si, 2.7098, 5.3482, 5.9652, -0.01, 0.0362, -0.0582
Si, 8.2107, 5.5193, 6.255, -0.0268, -0.004, -0.0088
Si, 0.0172, 8.1717, 6.2303, 0.0501, -0.0238, -0.0952
Si, 5.4074, 8.0997, 6.0642, -0.0289, 0.0295, -0.12
Si, 3.8452, 1.7277, 7.4108, -0.0802, 0.1614, 0.0299
Si, 9.8511, 0.9653, 7.575, 0.0568, -0.023, 0.1665
Si, 1.5654, 3.878, 7.356, 0.0275, 0.0103, 0.0772
Si, 6.58, 4.4928, 7.6663, 0.0145, -0.0053, 0.0609
Si, 4.1709, 6.5219, 7.3034, 0.1105, -0.1498, 0.0212
Si, 9.2973, 7.1449, 7.6094, -0.0513, -0.0068, 0.1174
Si, 1.3048, 9.9008, 7.2001, -0.3692, 0.3331, -0.403
Si, 6.8872, 9.2267, 7.4346, 0.1219, -0.0477, 0.0853
O, 11.0048, 5.882, 23.3682, 0.0122, 0.0018, -0.0121
O, 4.5543, 0.0425, 23.6833, 0.0365, -0.0621, 0.0152
O, 8.0641, 8.1913, 8.0327, -0.0031, -0.0196, -0.027
O, 2.6869, 2.7912, 7.9075, 0.0132, 0.006, 0.0209
O, 7.1361, 4.0532, 23.8735, 0.0327, -0.0275, -0.0526
O, 1.6776, 9.2652, 24.5511, -0.0136, 0.0223, -0.108
O, 5.3527, 5.5584, 7.9307, -0.0611, 0.0393, -0.0409
O, 0.2141, -0.0569, 7.9264, 0.0374, -0.0573, -0.0711
O, 7.0382, 4.1768, 9.231, -0.0366, 0.0131, -0.0511
O, 5.8407, 9.7707, 8.5995, -0.1268, 0.0242, 0.0705
O, 10.0032, 6.5364, 8.9775, -0.0424, 0.0643, -0.0305
O, 3.1125, 9.5369, 8.9246, 0.1402, -0.0586, 0.0995
O, 4.3179, 0.9751, 8.7863, 0.0405, -0.0813, 0.1159
O, 1.0085, 4.7277, 8.6415, 0.0569, -0.0429, -0.0129
O, 9.2601, 1.3289, 9.0577, 0.0234, -0.0257, -0.1495
O, 3.2441, 6.9598, 8.5903, -0.0586, 0.0641, 0.0641
O, 7.4063, 6.2202, 22.2791, -0.0142, -0.0136, -0.0644
O, 8.8924, 2.141, 23.5204, -0.0516, -0.0042, -0.0121
O, 5.0922, 5.4911, 23.309, -0.0208, 0.0237, -0.0033
O, 3.3329, 2.4008, 23.5972, -0.0322, 0.0388, 0.0049
O, 10.9262, -0.2608, 23.2308, -0.0012, -0.0127, 0.0232
O, 3.7418, 7.2067, 24.5214, 0.033, -0.0358, -0.0767
O, 1.4368, 4.0337, 24.5329, 0.0264, 0.0006, -0.0692
O, 6.7612, 9.6495, 24.3978, 0.0253, -0.0286, -0.12
Si, 14.6423, 1.0628, 22.7473, -0.0286, 0.0252, 0.0523
Si, -1.2713, 2.5782, 22.1495, 0.0442, -0.0181, 0.1012
Si, 0.7293, 11.5258, 22.0358, -0.0059, 0.0117, 0.0843
Si, 11.598, 0.7476, 14.9183, 0.0244, -0.0073, -0.0754
Si, 5.7984, -0.6526, 11.9801, -0.0032, 0.0241, -0.1016
Si, 11.6369, 15.7309, 12.6033, 0.0346, 0.02, -0.1638
Si, 9.3661, 1.5512, 10.6776, 0.0523, -0.064, -0.1238
Si, 5.2756, 4.0292, 19.9711, -0.0021, 0.0502, 0.0281
Si, 9.8481, 8.0101, 13.4307, -0.0183, -0.0123, -0.0859
Si, 10.4048, -2.9707, 16.4007, -0.0019, -0.0109, -0.0375
Si, 10.7924, 5.2544, 9.6409, -0.0218, -0.0314, -0.0413
Si, -0.2868, 5.4423, 21.8269, 0.0296, -0.0093, 0.1126
Si, 8.5532, -1.2598, 11.4503, -0.0332, 0.0261, -0.1831
Si, 8.7705, 5.0202, 13.1604, -0.0163, 0.0039, -0.1523
Si, 7.2329, 3.5237, 15.5659, -0.0322, -0.0023, -0.0574
Si, 12.248, 6.0204, 15.3352, 0.0214, 0.0024, -0.0663
Si, 5.6921, 5.6606, 17.3161, -0.021, 0.0033, -0.0954
Si, 4.4956, 10.3888, 9.2995, 0.6451, 0.3818, 0.2292
Si, 13.4199, 1.4485, 18.6663, -0.0514, -0.0077, -0.0216
Si, 9.676, 0.7393, 19.8331, 0.0221, -0.0033, -0.0025
Si, -1.1154, 2.2349, 16.9536, -0.0104, 0.0235, -0.0949
Si, 12.6227, 9.8747, 17.1545, 0.0221, -0.0167, -0.0502
Si, 5.1682, 1.1069, 20.0276, -0.0186, 0.0173, 0.0503
Si, 3.5721, 7.7232, 16.3879, 0.0078, 0.0056, -0.0597
Si, 13.0232, 4.1113, 19.9961, 0.025, -0.0308, 0.0247
Si, -3.6027, 9.6524, 19.773, -0.0286, -0.0239, -0.0011
Si, 8.4047, 7.4286, 21.885, 0.0129, 0.0165, 0.0787
Si, 2.5411, 2.4127, 13.3479, 0.0118, 0.0219, -0.107
Si, 5.6248, -1.4448, 14.8382, -0.0206, -0.0276, -0.1229
Si, 2.7602, 8.0782, 9.6437, -0.0915, -0.4792, 0.2766
Si, -3.5639, -2.6457, 17.0132, 0.0109, -0.0242, -0.0999
Si, 0.8132, 11.6116, 11.9647, -0.0013, 0.0485, -0.0975
Si, 6.4859, 4.9592, 22.6724, -0.0061, 0.0166, 0.0893
Si, 1.5778, -7.1607, 17.1831, 0.0172, -0.0087, -0.0681
Si, 11.1465, 8.8373, 10.8966, -0.0214, 0.0043, -0.1534
Si, 5.3937, 1.4157, 14.0711, -0.0016, -0.0015, -0.1264
Si, 8.1257, 4.048, 10.4346, 0.0251, 0.0123, -0.098
O, 8.1417, 2.5489, 11.0533, -0.0367, 0.0407, 0.1258
O, 5.697, -1.7083, 13.2161, 0.0129, 0.0153, 0.0591
O, 9.8151, 1.5054, 18.4056, -0.0008, -0.0189, 0.046
O, 3.6818, -6.6624, 20.3462, -0.0008, 0.0014, -0.0343
O, -1.351, 8.977, 10.3763, 0.0451, -0.0408, 0.0365
O, 0.1092, 0.1823, 20.5729, 0.0016, 0.0024, -0.0218
O, 1.1301, 8.0756, 9.7707, -0.0631, -0.0053, 0.0543
O, 15.0461, 2.3975, 13.7781, -0.0021, -0.0113, 0.0642
O, 17.9431, -1.1994, 11.0142, 0.0223, -0.0183, 0.0667
O, 12.5254, 0.1464, 18.2445, -0.005, 0.0272, 0.0233
O, 10.9349, 6.4151, 16.2456, -0.0041, 0, 0.0304
O, 10.3522, -2.3903, 14.8693, 0.0016, 0.0033, 0.0324
O, 7.8963, 4.4241, 14.3734, 0.0343, 0.0415, 0.0288
O, 13.2569, 12.1917, 12.2065, 0.0064, -0.0378, 0.0419
O, 6.7928, 6.7837, 16.9481, 0.0105, 0.0191, 0.0394
O, 11.1309, 11.1856, 13.4259, -0.0176, -0.0021, 0.0477
O, 12.9237, 4.6374, 15.8634, 0.0061, 0.0095, 0.0242
O, 19.6915, -0.549, 19.546, 0.0053, 0.0179, -0.0143
O, 0.3046, 13.0891, 22.3158, -0.0154, 0.0196, -0.0851
O, 5.9665, 0.8415, 12.6339, 0.0031, -0.0017, 0.0876
O, 5.6811, 2.5365, 19.4008, 0.0167, -0.0059, -0.024
O, -1.9533, 1.7791, 20.8995, -0.0127, 0.0237, -0.0461
O, 5.0749, 0.0984, 15.0123, 0.0147, 0.0094, 0.0343
O, 7.9478, 5.0619, 11.7094, 0.0018, -0.0123, 0.0691
O, 12.5278, 2.0748, 14.6363, 0.0113, 0.0152, 0.0475
O, 6.1656, 4.1474, 21.3213, 0.0084, 0.0037, -0.0451
O, 1.7747, 4.7206, 18.5075, 0.0044, 0.0216, 0.0611
O, 0.9205, 10.2951, 11.0194, 0.0266, -0.0101, 0.0524
O, 3.8835, 0.7389, 19.0899, 0.0275, -0.0169, -0.0003
O, 11.3538, 8.8795, 17.3455, -0.0068, 0.0039, 0.0106
O, 11.4993, 5.4804, 11.1032, -0.0112, 0.0054, 0.0593
O, 10.9133, 12.79, 11.1476, -0.0091, -0.0001, 0.0811
O, 3.0299, -1.9957, 17.3507, 0.005, 0.0045, 0.0153
O, 6.0763, 4.3893, 16.3433, 0.0113, -0.0092, 0.0473
O, -2.23, 8.1766, 23.3201, -0.0241, 0.0276, -0.0024
O, 0.9858, 16.8553, 13.7438, -0.0099, -0.0076, 0.045
O, 10.1605, 4.1448, 12.9482, -0.0099, -0.0103, 0.0876
O, 5.7263, 5.1375, 18.8586, 0.0032, -0.0285, 0.0415
O, 9.6024, 4.1798, 21.883, -0.005, 0.014, -0.0703
O, 4.2337, 6.4049, 17.1034, -0.0009, -0.0048, 0.0277
O, 3.4544, 7.8959, 11.1008, -0.0341, 0.3046, -0.1407
O, 4.5672, -0.5634, 10.9167, -0.0466, -0.0021, -0.1131
O, 7.6223, 8.4702, 20.8817, 0.0057, -0.0105, -0.0353
O, 1.8592, 2.4454, 19.8569, 0.0053, 0.0015, -0.0109
O, 8.9669, -2.8703, 17.1044, 0.0112, 0.0057, 0.019
O, -1.1459, 6.747, 21.2593, -0.0054, -0.0043, -0.0654
O, -2.2789, -1.9513, 12.9025, 0.0137, -0.0125, 0.1177
O, 9.0392, 0.2629, 11.5829, 0.0008, 0.0159, 0.0979
O, -0.6525, 12.0924, 15.8013, -0.0028, 0.0033, 0.0549
O, 4.6109, 8.3659, 15.3482, 0.0233, 0.0191, 0.0561
O, 8.3848, 2.9203, 16.5679, 0.0253, -0.0116, 0.0488
O, 2.3462, -3.6901, 15.4459, -0.0196, 0.0033, 0.0541
O, -4.7281, 10.7941, 20.1472, 0.0086, 0.0039, -0.0165
O, 9.6138, 4.1411, 9.7483, 0.0206, 0.0174, 0.0524
O, 13.4911, 2.4571, 17.3577, 0.0133, -0.0052, 0.0208
O, 2.3405, 0.3693, 22.1575, 0.0037, 0.0092, -0.0545
O, 11.0743, 8.0838, 12.3332, 0.0144, 0.004, 0.0997
O, 6.5227, 2.2738, 14.8239, 0.0053, -0.0095, 0.0437
O, -1.776, 6.5447, 13.5321, 0.0176, 0.0141, 0.067
O, 0.0028, 3.4081, 17.0351, -0.0234, -0.0112, 0.03
O, 12.008, 4.9244, 21.0179, -0.0422, 0.0216, -0.0252
O, 4.6729, 1.4828, 21.5296, -0.0014, -0.0174, -0.0367
O, 7.002, -1.7279, 15.692, 0.0071, -0.0043, 0.0636
O, 12.5204, -0.3826, 15.659, -0.0143, 0.0124, 0.0268
O, 6.821, -1.9378, 18.3696, 0.0217, 0.0306, 0.0629
O, 12.9352, 3.8008, 12.6571, -0.0098, -0.0015, 0.0833
H, 3.6904, 7.0222, 11.431, 0.0336, -0.2371, 0.0096

Results
free energy: -135753.570 eV
free energy less fixed offsets of H -15.97, O -568.88, Si -635.61 eV per atom: -2.270 eV

The program warned: the cutoff lies below the one the program advises for these potential files; the exchange-correlation potential is rough where the density is thin.
